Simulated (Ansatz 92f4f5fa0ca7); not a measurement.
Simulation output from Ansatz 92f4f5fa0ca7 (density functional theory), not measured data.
Periodic cell of 221 atoms, Si129O88As4, from a study of silicon, its oxide and their interface. The atomic structure is a simulated model.

Settings: functional PBE; potential files Ansatz PAW; basis plane waves; wave-function cutoff 700 eV; density cutoff ratio 5; exchange-correlation grid ratio 1; k mesh 2 x 2 x 1, shifted by 0.5 0.5 0.5 of a step; self-consistency stop 5e-08 eV per atom in the density residual; occupations fixed; spin none; net charge 0.

Cell vectors (angstrom)
a 10.938 0 0
b 0 10.938 0
c 0 0 31.9103

Atoms: element, x, y, z (angstrom)
Si 0.2687 10.5614 24.3853
Si 5.2574 0.1852 24.5144
Si 2.9866 2.3741 24.4951
As 8.0929 2.7971 24.2237
Si 10.6087 5.4594 24.4051
Si 5.7924 5.2221 24.4117
Si 2.5802 8.3792 24.5058
As 8.3808 7.9552 24.1323
Si 1.3502 1.2662 25.7658
Si 6.8516 1.381 25.7815
Si 4.142 4.0676 25.7021
Si 9.4575 4.031 25.8458
Si 1.3547 6.6983 25.6513
Si 6.9262 6.801 25.7591
Si 4.1032 9.5547 25.8528
Si 9.5828 9.4398 25.7032
Si 2.7343 -0.0147 27.1842
Si 8.2405 -0.043 27.0803
Si 0.0072 2.6992 27.1118
Si 5.4798 2.7322 27.1413
Si 2.7581 5.4318 27.0801
Si 8.2007 5.4603 27.1937
Si 0.044 8.1307 27.0952
Si 5.5152 8.1699 27.1194
Si 4.1018 1.3673 28.492
Si 9.5708 1.3673 28.492
Si 1.3673 4.1018 28.492
Si 6.8362 4.1018 28.492
Si 4.1018 6.8362 28.492
Si 9.5708 6.8362 28.492
Si 1.3673 9.5708 28.492
Si 6.8362 9.5708 28.492
Si 0 0 29.8593
Si 5.469 0 29.8593
Si 2.7345 2.7345 29.8593
Si 8.2035 2.7345 29.8593
Si 0 5.469 29.8593
Si 5.469 5.469 29.8593
Si 2.7345 8.2035 29.8593
Si 8.2035 8.2035 29.8593
Si 1.3673 1.3673 31.2265
Si 6.8362 1.3673 31.2265
Si 4.1018 4.1018 31.2265
Si 9.5708 4.1018 31.2265
Si 1.3673 6.8362 31.2265
Si 6.8362 6.8362 31.2265
Si 4.1018 9.5708 31.2265
Si 9.5708 9.5708 31.2265
Si 2.7345 0 0.6835
Si 8.2035 0 0.6835
Si 0 2.7345 0.6835
Si 5.469 2.7345 0.6835
Si 2.7345 5.469 0.6835
Si 8.2035 5.469 0.6835
Si 0 8.2035 0.6835
Si 5.469 8.2035 0.6835
Si 4.1018 1.3673 2.0507
Si 9.5708 1.3673 2.0507
Si 1.3673 4.1018 2.0507
Si 6.8362 4.1018 2.0507
Si 4.1018 6.8362 2.0507
Si 9.5708 6.8362 2.0507
Si 1.3673 9.5708 2.0507
Si 6.8362 9.5708 2.0507
Si 0 0 3.418
Si 5.469 0 3.418
Si 2.7345 2.7345 3.418
Si 8.2035 2.7345 3.418
Si 0 5.469 3.418
Si 5.469 5.469 3.418
Si 2.7345 8.2035 3.418
Si 8.2035 8.2035 3.418
Si 1.3829 1.3285 4.7119
Si 6.7965 1.4081 4.8482
Si 4.0422 4.1896 4.7883
Si 9.5179 4.1323 4.7905
Si 1.3455 6.8884 4.7915
Si 6.8679 6.825 4.7913
Si 4.1198 9.5799 4.8327
Si 9.5096 9.6547 4.7377
Si 2.7466 0.0665 6.1719
Si 8.1732 0.004 6.2195
Si -0.0504 2.6578 5.9806
Si 5.4453 2.8948 6.1717
Si 2.7 5.5868 6.2253
Si 8.2228 5.522 6.2554
Si -0.0077 8.3588 6.0495
Si 5.5604 8.2186 6.1736
Si 3.7619 1.8027 7.4328
Si 9.7992 1.1955 7.5045
Si 1.415 3.8871 7.2652
As 6.6808 4.3123 7.7797
Si 4.3481 6.7346 7.5712
Si 9.5017 7.2007 7.4619
Si 1.1107 9.892 7.4741
As 7.0195 9.4229 7.7699
O 9.6514 6.6528 23.7786
O 4.1294 1.2826 23.9902
O 8.3484 8.1794 8.136
O 2.5776 2.877 7.86
O 6.8409 4.0907 23.8326
O 1.4421 9.4633 24.006
O 5.3896 5.5866 8.1452
O -0.0134 0.0683 7.9789
O 10.6606 6.8005 8.6103
O 1.7047 9.2217 8.8575
O 4.2779 1.3005 8.8961
O 0.358 4.2431 8.4857
O 9.234 1.9651 8.8707
O 3.7497 7.529 8.9046
O 5.2295 6.0058 23.0704
O 2.2648 2.8639 23.1073
O 10.661 0.139 22.9092
O 0.0607 4.3922 23.1841
O 3.4016 7.941 23.1542
O 5.9451 10.4102 23.1913
Si 9.5788 9.3159 14.974
Si 2.4551 4.9584 11.6
Si 0.857 0.6964 14.6827
Si 10.0518 9.9418 18.8497
Si 6.8243 0.3836 11.654
Si 9.577 7.1845 12.7027
Si 2.05 9.2102 17.9494
Si 2.9698 8.6968 9.746
Si 4.1815 2.497 16.8432
Si 4.4935 7.1802 22.2193
Si 10.8801 5.3509 16.7438
Si 2.622 6.3818 17.8569
Si 0.9758 2.5595 17.2438
Si 5.7462 6.6087 16.9602
Si 8.6009 4.7192 11.4756
Si 11.008 5.4764 9.5078
Si 3.1016 0.1209 20.2063
Si 1.6477 7.5659 12.4605
Si 5.7321 9.9056 21.6499
Si 1.3664 1.8896 11.7492
Si 0.2573 0.5707 21.4193
Si 2.7033 9.4461 14.8162
Si 8.9448 3.3144 15.543
Si 1.0369 3.4816 22.2366
Si 9.354 1.8516 10.5115
Si 5.5943 8.7836 14.9847
Si 6.8148 8.2984 12.2722
Si 3.0502 5.0783 20.4696
Si 9.4049 1.6423 18.2243
Si 7.952 0.9088 14.4216
Si 5.959 4.2966 15.1143
Si 7.0113 0.9249 19.7669
Si 5.5721 5.4814 12.1078
Si 4.6625 2.7043 19.753
Si 4.0405 0.6083 10.3451
Si 6.0498 0.2782 16.7694
Si 8.7359 7.6637 17.5892
O 0.121 1.7681 18.4208
O 6.0263 9.6769 16.2726
O 1.4917 5.5358 10.3631
O 6.9569 4.9018 11.3886
O 3.3964 1.679 19.851
O 7.125 7.2309 17.6781
O 6.9571 1.0486 13.146
O 5.7107 7.1223 11.9418
O 5.4193 1.0287 11.1215
O 10.2687 10.6794 20.3175
O 8.9942 8.7208 16.3686
O 1.8839 3.4514 11.9097
O 0.5937 1.8574 15.8063
O 8.9096 2.7188 17.0912
O 8.8517 3.1114 11.4379
O 4.9455 3.0641 18.1776
O 2.3723 11.0359 14.7391
O 7.0814 1.0655 15.7921
O 9.5701 5.2442 10.2589
O 2.5928 2.6132 17.1724
O 1.4588 6.1085 16.6454
O 2.1523 7.7391 18.6208
O 5.9936 2.0342 20.3994
O 9.1839 8.5358 18.9277
O 3.6334 6.5015 21.0087
O 0.807 1.3463 13.1894
O 2.1639 6.0385 12.8115
O 8.4258 1.7579 19.5522
O 1.8377 8.4919 13.7971
O 2.6627 1.0781 11.1297
O 9.2434 10.9882 17.861
O 6.9803 10.5472 20.77
O 9.1789 2.0087 14.5325
O 11.0129 7.4698 11.9832
O 6.7428 8.5901 13.871
O 6.4757 0.3687 18.3275
O 0.3945 4.04 17.5783
O 9.1905 5.5723 12.7755
O 8.556 10.3531 14.2659
O 8.2622 0.6697 10.8925
O 2.4734 8.1632 11.1988
O 4.2449 9.3465 14.2988
O 6.5526 9.7125 11.5327
O 5.6087 8.2606 21.6515
O 9.7515 7.9195 14.1445
O 8.3368 7.8515 11.876
O 2.5406 5.1708 18.9269
O 1.7728 0.0407 21.1319
O 1.716 4.5515 21.2246
O 10.9693 1.6765 10.8027
O 10.0236 4.5862 15.498
O 4.2979 4.0341 20.5955
O 5.5683 5.0187 13.6932
O 0.5097 9.674 18.0662
O 4.2668 6.5577 17.6747
O 3.9711 9.9397 10.0768
O 2.538 9.0209 16.3937
O 2.9663 10.2601 18.786
O 7.4806 3.7387 14.9427
O 5.3473 7.3149 15.5634
O 10.9148 10.275 15.0401
O 4.324 10.4415 21.0548
O 4.561 0.9245 16.6273
O 4.7132 3.2822 15.4985
O 9.7714 6.3738 17.4154
O 0.2588 2.238 21.4608
O 6.1688 5.1297 16.497
O 4.1246 4.9831 11.4289

Results
free energy: -151490.437 eV
free energy less fixed offsets of As -4857.07, O -569.03, Si -635.61 eV per atom: 6.173 eV

Forces (eV/angstrom), in the order of the atoms: element, x, y, z
Si 0.0316 -0.0141 -0.0529
Si -0.0227 -0.0007 -0.0464
Si 0.0157 -0.0152 -0.0603
As -0.0236 0.0482 0.0336
Si -0.0144 -0.0037 -0.0619
Si 0.0082 0.0038 -0.0474
Si -0.0019 0.0269 -0.0503
As 0.0274 -0.0276 0.0342
Si -0.0111 -0.0099 0.0038
Si 0.0123 0.0176 -0.0088
Si 0.0008 0.005 -0.0048
Si -0.0279 -0.0282 -0.02
Si -0.0082 0.0032 0.0005
Si 0.0229 0.0283 -0.0194
Si 0.0218 0.0174 -0.0103
Si -0.0268 -0.0027 -0.0008
Si -0.0027 0.0028 -0.0073
Si 0.0049 -0.0052 -0.0112
Si 0.0102 -0.0161 -0.0051
Si -0.0209 0.0086 -0.0015
Si -0.0043 0.0016 0.0207
Si 0.0048 0.003 -0.0088
Si 0.0165 -0.007 -0.0023
Si 0.0045 0.0037 -0.007
Si 0.0362 0.1233 0.2214
Si 0.0513 -0.2554 -0.155
Si 0.0723 -0.0716 -0.2732
Si -0.2221 -0.0575 0.4029
Si 0.0319 -0.1991 -0.2729
Si 0.2522 0.0387 0.1971
Si -0.1471 -0.3664 0.119
Si 0.1545 -0.0159 -0.1592
Si -0.0832 -0.0624 -0.0059
Si -0.0247 0.0453 -0.0312
Si 0.0079 -0.0096 0.0106
Si -0.0786 0.003 -0.023
Si -0.035 0.0439 -0.0211
Si -0.0469 -0.075 0.0236
Si -0.0613 0.0437 -0.0158
Si 0.0539 0.0482 0.001
Si 0.0313 0.0005 -0.0006
Si 0.0204 -0.0182 -0.0055
Si -0.0204 0.0182 0.0179
Si 0.0795 -0.0344 -0.0119
Si 0.0318 -0.0497 -0.002
Si -0.0147 0.0042 -0.0031
Si 0.0449 -0.0419 -0.0065
Si 0.0163 0.0102 0.0176
Si -0.0379 0.0112 0.007
Si -0.0192 0.0211 0.0163
Si -0.0869 0.0389 -0.0074
Si -0.0022 0.006 -0.0238
Si -0.0211 0.0116 0.0187
Si -0.01 0.0113 0.0075
Si 0.0397 -0.0287 -0.0233
Si -0.057 0.0436 -0.003
Si 0.0589 0.066 0.0195
Si 0.1279 0.009 0.0011
Si 0.0199 -0.0522 0.0114
Si -0.0883 -0.101 0.0094
Si 0.0979 0.0599 0.0205
Si 0.067 0.045 0.0024
Si -0.0593 -0.014 -0.0131
Si 0.0315 -0.0562 0.0122
Si -0.1052 -0.019 -0.632
Si -0.0231 0.1413 0.352
Si 0.0881 0.2055 -0.1145
Si -0.2474 0.0201 0.1924
Si -0.0754 0.1247 0.2262
Si 0.0232 0.1416 -0.0146
Si 0.1622 0.1305 0.1828
Si -0.058 0.0559 -0.1351
Si 0.0002 -0.0029 0.0096
Si 0.0043 -0.0056 0.0093
Si -0.0141 0.0074 0.0107
Si -0.0202 0.0094 -0.0003
Si 0.0155 -0.0096 -0.0087
Si -0.0016 -0.0032 0.0001
Si -0.0072 0.0148 0.0025
Si 0.0109 -0.0179 0.0049
Si -0.014 0.0004 -0.0181
Si 0.0019 -0.0081 -0.0017
Si -0.0256 -0.0114 0.0128
Si 0.0257 -0.0019 0.0213
Si 0.0159 -0.0128 -0.0127
Si -0.0178 0.0002 0.0084
Si 0.0158 -0.0016 0
Si 0.021 0.0323 0.0231
Si -0.0201 0.0166 0.056
Si 0.0332 0.0093 0.0432
Si -0.0103 -0.0277 0.0539
As -0.0322 0.0072 -0.0369
Si 0.0116 -0.0147 0.0577
Si 0.0183 0.026 0.0457
Si -0.0342 -0.0007 0.0521
As 0.0172 -0.0289 -0.031
O -0.0205 0.0023 -0.0105
O -0.0004 0.0043 -0.0128
O -0.0116 0.0117 0.0108
O -0.0091 0.0091 0.0091
O 0.0149 -0.0266 -0.0141
O 0.0012 -0.0033 -0.0213
O 0.0032 0.0068 0.0101
O 0.0056 -0.0016 0.0152
O -0.0255 -0.0162 -0.008
O 0.0093 0.0102 -0.0145
O -0.0178 -0.0067 -0.0117
O 0.0264 0.0232 -0.0006
O 0.0174 -0.0217 -0.0136
O -0.011 -0.0009 -0.0083
O -0.0112 0.0007 0.003
O -0.008 -0.0032 0.0118
O 0.0206 0.0002 0.0007
O 0.0289 0.0212 0.0025
O 0.0002 -0.0115 0.0031
O -0.0211 0.0027 -0.0118
Si 0.0026 -0.0012 0.0004
Si -0.0056 -0.0029 -0.0012
Si 0.0034 0 -0.0028
Si -0.0062 -0.0043 0
Si -0.0019 0.0024 0.0067
Si 0.002 -0.0016 -0.0017
Si 0.0028 -0.0028 -0.0032
Si 0.007 -0.0039 0.0024
Si -0.0011 0.002 -0.0053
Si -0.0076 -0.0029 0.0014
Si -0.0015 -0.0077 -0.0066
Si -0.0039 -0.0044 0.0018
Si 0.0038 0.0012 0.0016
Si -0.0021 -0.0018 0.0015
Si 0.0086 0.0018 0.0025
Si 0.003 -0.0038 -0.0205
Si -0.0018 -0.0001 0.0002
Si 0.0001 -0.0012 0.003
Si -0.0011 0.0004 0.0083
Si -0.0021 0.005 0.0035
Si -0.0006 0.0006 0.0038
Si 0 0.0027 0.0019
Si -0.0011 0.0031 -0.0069
Si 0.0031 0.0114 0.0027
Si -0.0019 0.0014 -0.0025
Si -0.0017 -0.0028 0.0002
Si -0.0017 0.0002 0.0009
Si -0.0039 -0.0009 0.0016
Si -0.004 0.0016 0.0005
Si -0.0006 0.0033 -0.002
Si -0.0009 0.0001 -0.0032
Si 0.0027 0.0025 0.002
Si -0.0069 -0.0023 0.0082
Si -0.0006 0.0072 0.0025
Si -0.0014 0.001 -0.0049
Si -0.0026 -0.0013 -0.0011
Si 0.0043 0.009 0.004
O -0.0089 -0.0039 -0.0175
O -0.0039 0.0166 -0.0147
O 0.0023 -0.0198 0.0144
O -0.0023 0.0067 0.0113
O 0.0218 -0.0077 0.0078
O 0.006 -0.0122 -0.0088
O 0.0135 -0.0026 -0.0028
O 0.0224 -0.0068 0.006
O -0.0137 -0.0101 -0.002
O 0.0066 -0.0086 -0.0059
O -0.0032 -0.0042 0.0153
O 0.0055 0.0004 -0.008
O -0.0029 -0.0166 -0.0055
O 0.0122 -0.0057 -0.0103
O -0.0009 -0.0088 -0.0046
O -0.0156 -0.0281 0.0091
O -0.0091 -0.0131 0.0086
O -0.0059 -0.0194 -0.0045
O 0.005 -0.0022 0.0115
O 0.0112 0.0069 -0.0058
O 0.0066 0.0176 0.0303
O 0.0053 -0.0025 -0.022
O -0.01 -0.0197 -0.0273
O 0.0142 0.0107 -0.0304
O 0.0081 -0.0088 0.0081
O 0.0107 0.01 -0.0021
O -0.007 0.0199 -0.0256
O -0.0194 0.0013 -0.0196
O 0.009 -0.0079 -0.0129
O 0.0065 0.01 -0.009
O 0.0087 -0.0166 0.014
O -0.0249 0.0086 -0.0009
O -0.0099 -0.0241 0.0212
O 0.0046 -0.0011 0.0109
O -0.0078 0.0027 -0.0194
O 0.0007 0.0174 0.0011
O 0.0107 -0.0057 -0.0032
O -0.0067 0.0119 -0.0198
O -0.0003 0.0016 0.0155
O -0.0093 0.0132 0.0071
O -0.0078 -0.0012 0.0031
O 0.01 -0.0157 0.0166
O 0.0088 -0.0049 0.01
O -0.0201 0.0065 0.0144
O -0.0087 0.0099 -0.0172
O 0.0001 -0.0094 0.0235
O 0.0112 0.0138 0.0007
O -0.0041 0.0079 -0.0219
O 0.0109 -0.0147 0.0056
O 0.0044 -0.0095 0.0005
O -0.0163 -0.0056 0.0136
O -0.0174 -0.0059 -0.027
O 0.0057 -0.0062 -0.024
O -0.0018 0.0001 0.0092
O 0.0016 0.0017 -0.0095
O -0.0178 0.0061 -0.0087
O -0.0058 0.0081 -0.0035
O -0.012 -0.0042 0.01
O 0.0079 0.0117 -0.0004
O 0.0047 0.0186 -0.0058
O -0.0009 0.0078 0.0089
O 0.0124 0.0095 -0.0118
O 0.0232 0.0186 0.0109
O 0.0026 -0.0056 0.0164
O 0.0003 0.0211 -0.0165
O 0.0219 -0.0055 0.0142
O -0.0086 0.0151 0.0155
O 0.0054 0.0073 0.0145

The program warned: the cutoff lies below the one the program advises for these potential files; the exchange-correlation potential is rough where the density is thin.
